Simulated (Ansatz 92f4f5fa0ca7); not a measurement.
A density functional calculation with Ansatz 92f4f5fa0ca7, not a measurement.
Periodic cell of 172 atoms, Si100O72, from a study of silicon, its oxide and their interface. The atomic structure is a simulated model.

Settings: functional r2SCAN; potential files Ansatz norm-conserving; basis plane waves; wave-function cutoff 1300 eV; density cutoff ratio 4; exchange-correlation grid ratio 1; k mesh 2 x 2 x 1, shifted by 0.5 0.5 0.5 of a step; self-consistency stop 5e-10 eV per atom in the density residual; occupations Fermi-Dirac, 0.05 eV; spin none; net charge 0.

Cell vectors (angstrom)
a 10.8616 -0.0245 -0.0599
b -0.0245 10.9356 -0.0031
c -0.1325 -0.0069 24.4884

Atoms and the computed forces on them: element, x, y, z (angstrom), force x, y, z (eV/angstrom)
Si 8.3137 7.5072 24.4096 0.9593 0.8799 -1.3618
Si 10.5298 5.3188 -0.0055 1.6911 1.066 -0.035
Si 5.1449 0.407 0.3818 0.1316 -0.5439 0.6244
Si 6.0951 4.72 21.8308 -0.2145 3.4034 0.7547
Si 0.9001 4.6378 21.8852 -1.4364 2.5992 -1.0437
Si 6.1429 8.773 17.8974 -0.0212 -2.6501 2.8149
Si 9.0464 0.1385 21.69 2.4697 -0.0742 0.8987
Si 7.3226 7.4726 22.1437 -1.1124 0.1539 1.3524
Si 1.3499 1.0833 1.2778 1.0314 0.6548 0.577
Si 4.045 3.8842 1.5898 1.7844 0.6976 0.0757
Si 1.3235 6.4865 1.5666 -2.5681 0.4351 -1.3233
Si 3.935 9.4508 1.2235 1.1087 -1.0256 0.9492
Si 6.9055 1.2772 1.6862 -0.8626 -1.3582 0.4213
Si 9.3957 3.6948 1.3594 -0.0865 1.3946 0.2962
Si 7.1019 6.4335 1.4624 -1.929 0.7222 -0.3716
Si 9.4378 9.3138 1.3062 -1.1738 0.9421 -0.7616
Si 2.7019 10.6633 2.7893 -1.3958 0.4642 -0.1031
Si 0.101 2.7017 2.7642 0.1528 -1.1383 -0.8176
Si 2.714 5.3992 2.8662 -0.2438 -2.4744 0.6666
Si 10.7184 8.0498 2.6206 1.4227 -0.4291 1.7471
Si 8.2291 10.8366 2.9807 0.7689 0.1657 -1.5847
Si 5.5703 2.6327 2.9408 -1.4563 0.6677 1.6981
Si 8.1436 5.0697 2.9185 0.9932 0.5049 0.7644
Si 5.4042 7.9368 2.7038 0.3553 0.7943 -0.3217
Si 3.8045 1.2927 4.1313 1.8444 -0.0337 -0.5472
Si 1.1253 4.037 4.348 1.0107 1.2286 -1.5696
Si 3.8066 6.7918 4.1928 1.2495 1.473 0.8273
Si 1.1593 9.5627 4.1951 0.9162 -1.7911 -0.353
Si 9.5357 1.5308 4.164 0.8541 -2.1977 -1.0966
Si 6.733 4.1281 4.5608 0.0871 -1.6289 -1.7079
Si 9.392 6.8104 4.1577 -0.5936 -0.1656 -0.6476
Si 6.8 9.5564 4.1732 -1.3259 -1.2949 -0.8392
Si 10.7105 10.8327 5.4414 -0.4545 1.4657 1.686
Si 2.5045 2.6138 5.4608 1.1577 1.0469 1.3117
Si 10.6804 5.5001 5.5106 0.7208 0.0328 0.9187
Si 2.5303 8.2117 5.8141 -0.1183 -0.1868 -1.2268
Si 5.2862 10.8401 5.3226 -0.1807 0.3698 2.1572
Si 8.2096 2.5435 5.5852 -1.8472 1.2857 2.0227
Si 5.2141 5.5486 5.5845 0.3211 -0.2641 0.3102
Si 8.07 8.2405 5.5609 0.1803 -0.4823 -0.1435
Si 1.2283 1.4755 6.9538 -1.7112 -0.8656 -0.0466
Si 4.0972 3.9859 6.9696 -0.2948 -1.191 -1.165
Si 1.1971 6.7232 7.1401 -0.0339 0.0914 0.1034
Si 4.0774 9.5717 7.018 -0.5714 -0.2107 -2.2247
Si 6.7623 1.0799 7.0739 -0.4174 1.6513 -3.6004
Si 9.4705 4.097 6.9213 -0.8389 -0.6353 -0.5022
Si 6.7432 6.8436 6.813 -0.9196 -0.4021 0.6029
Si 9.2759 9.5368 7.03 1.8961 -0.0508 0.1724
Si 2.6395 0.0731 8.035 0.5609 -0.0187 2.4233
Si 10.5728 2.7533 8.4336 -0.166 -1.2049 -0.7256
Si 2.5667 5.0171 8.2701 -0.7357 1.5141 1.275
Si 10.6584 8.1398 8.5858 1.2813 0.4976 -1.0617
Si 8.124 0.0548 8.417 -0.13 -1.3916 0.9292
Si 5.4811 2.5361 8.2512 -0.6888 0.7345 0.8459
Si 7.8794 5.2607 8.1378 0.8119 0.6317 1.5977
Si 5.2727 8.049 8.2049 0.152 -0.1229 0.9446
Si 4.3066 1.013 9.61 -4.4654 4.3995 -1.5523
Si 1.1167 3.8626 9.8113 0.8181 1.0741 1.018
Si 3.6439 6.8053 9.4065 1.0485 -0.5112 -1.218
Si 1.4206 9.8348 9.7315 -3.4777 0.3489 -2.7907
Si 8.982 1.6216 9.918 -1.5316 2.2383 -0.9089
Si 6.7377 3.8435 9.7674 -1.1153 0.855 -0.0205
Si 9.3606 6.5539 9.6754 -1.4312 0.0366 0.3322
Si 6.3733 9.7375 9.4476 0.7451 -0.522 1.4396
Si 2.747 7.6952 11.2523 -1.5007 0.2613 -0.6552
Si 10.1538 10.5247 14.3661 -0.9332 5.0517 -0.345
Si 5.6062 4.0724 17.2527 1.9249 -0.1474 1.5148
Si 6.1165 3.6289 14.4487 3.4717 0.1937 1.1136
Si 6.0286 4.6978 0.2922 -1.075 -1.0808 1.3939
Si 4.0005 2.416 17.7191 -0.5247 -2.5124 1.8211
Si 6.1707 9.1925 14.901 1.0022 -2.3684 -1.5549
Si 7.5031 0.9144 15.3711 0.3535 1.2428 -0.3473
Si 8.004 7.7428 11.2768 -0.2844 1.2483 -1.9314
Si 2.0132 2.5063 11.4766 2.6647 0.6099 -0.8602
Si 9.0532 8.2089 13.8133 1.8415 -1.7401 1.9037
Si 2.4394 7.4084 16.112 2.1788 1.3185 -1.304
Si 2.2352 10.041 17.9659 -2.7043 1.8925 -1.8788
Si 2.095 8.2449 0.3798 0.1525 2.204 -1.0722
Si 3.1645 3.1447 14.1488 -0.3805 1.8955 -0.167
Si 3.749 7.7208 13.3031 2.5174 -0.4911 0.5777
Si 0.1365 5.6544 11.2012 0.3535 -0.1377 -0.4091
Si 1.2852 3.5641 17.6364 -0.3086 0.0587 -0.7345
Si 10.1141 10.0678 18.9865 1.2364 -0.037 0.9923
Si 9.817 4.8083 19.3625 -0.9016 -0.353 2.7624
Si 7.5587 2.8861 0.3412 0.417 0.6512 -1.2409
Si 9.989 5.2693 13.5473 0.4917 -1.225 0.0735
Si 10.3512 0.7876 11.446 1.9684 -2.0912 1.0381
Si 3.8826 0.1927 20.1421 0.6609 2.375 -1.5606
Si 1.3527 4.9208 15.7401 -0.929 0.04 -0.8998
Si 2.6119 2.5737 21.6442 2.3329 -1.3432 1.3537
Si 3.5056 2.0545 0.3323 -2.3324 0.0923 -1.1696
Si 3.4447 5.2495 20.7067 3.0272 -1.6687 0.1113
Si 5.8823 5.6992 12.2949 -1.8296 0.7474 -2.4169
Si 7.4249 0.4209 18.3169 0.9709 4.3484 2.0399
Si 8.5337 7.5713 19.1759 0.3086 0.1471 0.0782
Si 4.28 6.5529 18.2138 -0.3594 -1.0924 -0.398
Si 1.54 1.1577 15.8244 -0.3978 0.4054 4.9286
Si 7.894 2.6095 20.4714 1.086 -2.1597 -1.4885
Si 6.0791 10.1294 22.2029 -0.2468 -2.4793 -3.3196
Si -0.0558 10.4551 24.4082 -0.8039 0.7688 -0.3899
O 3.1633 2.3782 23.203 -0.9647 0.2288 -0.6972
O 9.0437 0.3395 15.2613 -2.0644 0.3892 0.0044
O 0.8464 1.5502 12.1461 0.1846 0.0508 -1.0216
O 7.1435 1.4434 19.5936 0.6515 0.2623 -0.8657
O 2.5503 3.494 12.6973 -0.2271 -1.7492 -1.2754
O 0.0296 10.7539 10.2191 1.156 0.278 1.9132
O 3.1782 9.9387 19.1853 1.8864 0.9201 2.9891
O 0.6499 2.2497 16.7849 1.3548 -0.2538 -0.2561
O 5.2077 8.3878 13.831 -0.3796 1.8667 0.8155
O 4.4544 1.3081 19.0083 -0.7481 0.6651 -1.1658
O 8.7519 1.7087 21.568 -0.5978 1.3739 -0.6285
O 7.202 1.252 16.9411 -0.3595 -1.3795 -0.0831
O 0.0206 4.4586 14.7783 0.6474 1.4707 -0.2335
O 7.7233 8.5654 14.5708 -2.6775 0.8922 0.8526
O 8.9621 0.0414 18.4395 0.5498 -0.2305 -2.2027
O 2.4468 1.824 14.7541 1.3868 1.3796 -1.4724
O 2.3947 9.2584 10.8287 0.4226 -0.0182 1.5688
O 2.3354 8.6557 17.1359 -0.2912 0.3735 -0.2652
O 5.6874 8.884 16.4315 -0.2855 0.7948 -3.5685
O 9.1531 8.3943 12.2443 -0.393 -0.015 -0.2841
O 5.5494 0.1006 23.348 0.0706 0.3595 0.4844
O 0.651 0.0545 15.1562 1.1557 0.6763 -0.1449
O 7.2795 2.4125 14.7054 -1.1749 0.5899 -0.5258
O 8.8392 3.5164 19.512 0.0034 -0.2332 0.4572
O 7.2346 9.1328 10.7615 -0.631 -0.4985 -0.4161
O 5.1636 10.7787 10.0104 3.3348 -3.7482 1.5228
O 9.7075 6.7067 23.7868 -0.0883 -1.6418 1.464
O 9.7876 0.0946 12.8489 0.8345 -0.0486 -0.5029
O 1.3239 6.8176 11.0811 0.6779 0.5792 1.0699
O 10.1058 0.0287 22.9763 -0.8753 -0.201 0.4798
O 2.7065 3.224 18.4373 -1.3501 0.1389 -0.7085
O 3.1271 5.9288 19.2811 0.5228 1.4285 -1.4684
O 0.216 4.3293 18.6156 1.2364 -0.7913 -1.9854
O 6.3732 10.7719 14.775 0.4416 1.0996 0.077
O 7.7485 2.7132 10.4762 0.6949 0.0209 -0.4676
O 7.66 10.2196 21.7582 -0.6398 0.626 1.1604
O 7.3545 5.827 21.9671 -1.7346 -0.3658 1.3051
O 2.7276 7.892 14.515 -0.5845 -0.5103 1.9378
O 0.6401 4.6376 23.4583 -1.9972 0.6774 1.0355
O 1.153 3.1749 21.3656 0.3554 -1.8399 0.3198
O 3.7956 6.5217 16.5701 -1.7835 1.3618 2.0708
O 3.5669 1.9279 10.8275 -1.6411 -0.9405 0.5885
O 5.2355 10.519 20.8147 -1.8749 0.425 1.2432
O 4.943 7.9602 18.6594 -0.5835 -0.2878 -0.1836
O 5.3795 5.3681 18.1669 -0.142 0.6578 -0.0626
O 2.7085 1.1232 20.974 1.7056 -2.667 -1.1173
O 5.9175 4.6173 15.7586 0.1962 -1.1302 -0.9061
O 6.5957 10.0769 18.6595 -1.7253 -0.7784 -0.4575
O 2.5398 0.5105 17.0614 -0.7173 -1.73 -1.2992
O 4.7783 2.9622 14.0782 -3.3179 -1.4835 -0.3638
O 6.8121 3.541 21.1159 -0.6407 -1.1687 0.4547
O 5.2911 4.5476 23.2625 0.8614 0.3724 -1.6216
O 10.2919 9.0272 14.5639 -1.465 -3.8686 -1.0302
O 1.0959 9.3906 23.9182 1.026 -2.0316 1.1189
O 0.7534 10.4478 18.5618 -0.4068 -0.8756 -0.6929
O 5.8941 8.4579 22.3755 1.6656 0.2099 -0.3173
O 6.4963 4.6537 13.2665 1.2905 -1.6499 1.4963
O 3.6616 3.6187 20.9999 -0.3587 0.4657 -0.8569
O 2.2609 5.561 21.725 -0.9506 0.5596 0.2107
O 5.0813 5.5638 20.8716 -1.6264 0.4981 0.5138
O 8.789 6.01 18.936 2.3399 -1.5175 0.0948
O 9.5239 6.6953 14.1479 -0.1745 -0.6006 0.1091
O 9.9395 8.4584 18.8689 -2.2199 -0.8935 0.0646
O 2.7239 4.6118 14.812 -0.6882 -0.7281 1.4512
O 4.4116 6.2631 12.8817 1.3558 -1.2798 -0.5266
O 10.5817 5.1181 20.8111 -0.5472 0.6921 0.487
O 7.3906 7.7748 18.0249 1.2269 0.4796 0.3704
O 1.0803 6.5924 16.0595 0.4963 -2.4176 -0.3148
O 9.9588 10.4725 20.5197 0.0497 0.0114 1.4464
O 5.6846 4.8474 10.7982 1.9785 -0.1843 0.6255
O 6.9209 6.9534 12.1962 -0.2092 -0.8188 -0.3905
O 7.9748 7.7497 20.7067 0.9506 1.4172 -1.8661

Results
free energy: -45169.447 eV
free energy less fixed offsets of O -463.61, Si -117.95 eV per atom: 5.473 eV
pressure: -1.43 GPa
stress xx, yy, zz, yz, xz, xy (GPa, positive in tension): 2.07, 0.34, 1.86, 0.99, -0.96, -0.93
